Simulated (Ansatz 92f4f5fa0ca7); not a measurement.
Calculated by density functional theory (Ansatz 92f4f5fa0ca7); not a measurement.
Periodic cell of 148 atoms, Si92O56, from a study of silicon, its oxide and their interface. The atomic structure is a simulated model.

Settings: functional r2SCAN; potential files Ansatz norm-conserving; basis plane waves; wave-function cutoff 1300 eV; density cutoff ratio 4; exchange-correlation grid ratio 1; k mesh 2 x 2 x 1, shifted by 0.5 0.5 0.5 of a step; self-consistency stop 5e-08 eV per atom in the density residual; occupations Fermi-Dirac, 0.05 eV; spin none; net charge 0.

Cell vectors (angstrom)
a	10.9176	-0.0709	0.0493
b	-0.0709	10.9694	0.0243
c	0.0971	0.0479	21.5207

Atoms: element, x, y, z (angstrom)
Si	0.2204	-0.3987	-0.2027
Si	2.3357	2.9581	0.6756
Si	0.689	5.5214	0.2367
Si	2.0691	8.4547	-1.546
Si	5.7283	-0.5201	-0.2432
Si	7.8208	3.1929	-0.0069
Si	5.4267	5.4882	0.2869
Si	8.0383	8.4136	0.0026
Si	1.267	1.098	1.4308
Si	4.3169	4.1199	1.797
Si	2.0694	7.3353	1.2802
Si	3.8483	9.4627	0.9656
Si	6.9269	1.538	1.3887
Si	9.3802	3.8952	1.539
Si	6.7706	7.1155	1.2105
Si	9.5476	9.5178	1.3048
Si	-0.1546	2.5637	2.9489
Si	3.2266	-0.0202	2.5155
Si	0.3651	8.4678	2.569
Si	2.853	5.6766	2.5668
Si	5.5022	2.8984	2.9886
Si	8.3956	0.0832	2.8505
Si	5.4238	8.5141	2.6536
Si	8.4475	5.5762	2.655
Si	1.3944	4.2543	3.7481
Si	4.4922	1.1729	4.326
Si	1.6353	9.8595	4.4454
Si	4.34	6.9884	4.0625
Si	6.9552	4.1429	4.1791
Si	9.6719	1.0095	4.6106
Si	6.9616	9.5683	4.057
Si	10.0993	6.77	4.1533
Si	0.3431	0.0898	5.8598
Si	3.1272	2.8932	5.1742
Si	0.3973	5.5905	5.4724
Si	3.1352	8.5403	5.3822
Si	6.0045	-0.2916	5.86
Si	8.5501	2.7803	5.4688
Si	5.5684	5.6447	5.4798
Si	8.3869	8.2054	5.523
Si	1.6419	1.6743	6.857
Si	4.1842	4.1992	6.7205
Si	1.8151	7.1078	6.7166
Si	4.5101	9.2859	6.9301
Si	7.2418	1.3044	6.7779
Si	9.9202	4.0733	6.8877
Si	7.2531	6.6335	6.9558
Si	9.6648	9.365	7.1839
Si	0.3024	3.051	8.1794
Si	3.1524	-0.1514	7.7834
Si	-0.1038	7.779	8.5367
Si	3.0199	5.6755	8.0044
Si	5.6895	2.6228	7.9335
Si	8.4486	0.086	8.4591
Si	6.191	8.1513	8.0653
Si	8.2567	5.0584	8.2734
Si	1.644	4.2469	9.36
Si	4.1122	0.9655	9.3072
Si	1.4455	9.4438	9.6325
Si	4.6965	7.123	9.7167
Si	6.9501	3.6336	9.6097
Si	9.6861	1.3572	9.4531
Si	7.2805	9.4332	9.7198
Si	9.5007	6.3138	9.9449
Si	0.522	0.4487	10.5479
Si	2.8737	2.4962	10.3263
Si	0.4933	5.575	11.0054
Si	2.2113	8.3256	11.4901
Si	5.7674	0.0789	10.4588
Si	7.9824	2.3055	11.0036
Si	5.925	5.6232	11.2447
Si	8.162	7.8061	11.3341
Si	1.2624	4.2836	13.5242
Si	7.4564	2.3069	18.5977
Si	12.4475	6.0438	16.0153
Si	5.1108	0.2852	13.4377
Si	13.5389	1.9928	14.3915
Si	9.7018	10.173	13.2447
Si	4.709	6.4722	16.2749
Si	-6.3678	-1.5861	15.5612
Si	1.4871	-2.0032	14.6257
Si	3.7449	4.1591	12.7342
Si	10.7874	-0.9019	18.4535
Si	13.2703	3.0355	18.9357
Si	8.2757	-2.5966	18.3684
Si	0.8937	5.2593	19.0017
Si	9.3268	-8.0596	16.4265
Si	7.5465	5.2887	16.9692
Si	3.9331	5.2865	19.0769
Si	11.8804	1.466	16.6981
Si	7.9481	1.4811	13.8778
Si	5.7766	10.556	18.1358
O	-0.3489	-0.0633	-1.7131
O	-5.5496	-0.8612	-6.9587
O	1.1183	4.0619	0.2842
O	6.6553	4.251	0.0445
O	0.7544	-7.3709	-2.7072
O	-0.2183	5.694	-1.2518
O	1.2776	9.5384	-0.5413
O	1.2987	9.0227	-3.0213
O	7.2424	-1.124	-0.0628
O	2.5038	2.6597	-1.0637
O	0.9552	-6.1121	-6.5516
O	7.7135	2.3523	-1.4368
O	4.9778	5.6206	-1.3203
O	7.1687	-1.4536	-3.5326
O	8.2078	7.926	-1.5908
O	6.0929	12.0042	-3.1948
O	-0.3982	0.1312	12.1093
O	6.2699	1.4882	13.6862
O	3.9788	3.1812	11.5165
O	1.8515	1.3073	11.1177
O	0.1828	4.5281	12.2212
O	1.2388	6.854	11.3907
O	1.9395	8.7831	13.0617
O	10.7948	-1.2577	14.4155
O	5.164	-0.586	11.9195
O	2.4713	5.1803	12.8027
O	6.9232	1.1568	11.1053
O	8.3804	2.4762	12.5617
O	5.1573	5.0937	12.7057
O	7.0826	6.6379	11.8972
O	2.3835	5.3727	19.7662
O	8.9392	8.7616	12.7186
O	6.0669	5.5569	16.1273
O	-1.1251	-2.1374	17.7337
O	3.5676	11.98	13.8077
O	13.8467	-1.6463	15.4992
O	14.5618	3.3921	14.4429
O	16.2293	-3.1927	15.6277
O	7.8094	-4.0431	17.6036
O	8.3827	2.2142	15.2337
O	10.853	0.2855	17.2411
O	8.3959	10.9755	13.8285
O	8.7958	12.9412	17.7604
O	12.8481	11.9994	15.5982
O	2.2412	1.7329	17.9617
O	18.122	-7.169	17.9607
O	3.2561	-4.7965	15.5295
O	-6.1563	-0.9573	16.992
O	1.3158	13.6192	13.5802
O	10.7811	2.6331	16.3274
O	12.2338	-5.1714	17.5669
O	5.29	-0.6526	19.6785
O	8.8404	-6.5544	16.2303
O	1.0428	-3.4505	15.3815
O	4.0922	6.386	17.905
O	3.8141	3.8521	18.3847

Results
free energy: -36796.818 eV
free energy less fixed offsets of O -463.61, Si -117.95 eV per atom: 16.742 eV
pressure: -3.64 GPa
stress xx, yy, zz, yz, xz, xy (GPa, positive in tension): 4.32, 2.49, 4.1, -0.21, 0.78, 1.12

Forces (eV/angstrom), in the order of the atoms: element, x, y, z
Si	-0.6472	1.3744	0.7167
Si	0.3112	0.3149	-4.1608
Si	-3.1945	3.5958	-0.2668
Si	-1.1946	1.7326	-2.2863
Si	-0.3256	0.7349	-0.7909
Si	-0.4583	-1.6582	0.2529
Si	1.9687	-2.5888	-2.0687
Si	-0.2592	0.8344	-2.2525
Si	0.2061	0.4264	0.9144
Si	-3.7565	1.6938	-3.2617
Si	-0.9033	0.7896	-1.0638
Si	0.7094	-1.501	1.0947
Si	-0.8011	-0.7853	0.8734
Si	1.8283	0.0711	-0.5438
Si	-0.3177	-1.6102	2.5335
Si	1.1184	0.3826	1.4828
Si	0.6405	-0.4256	-0.9868
Si	-1.9337	0.847	1.9536
Si	-0.0303	-0.6094	1.6332
Si	0.6229	0.0141	2.2715
Si	2.7946	-3.9816	1.2892
Si	-0.2856	-0.357	-0.9991
Si	0.3033	-0.6536	-0.7766
Si	-1.4374	0.9134	1.3113
Si	0.5588	-0.7999	1.6034
Si	-0.0011	0.1734	-0.8114
Si	-0.4301	0.5189	-3.4268
Si	-1.1147	-0.0427	-0.5808
Si	1.3668	1.4012	0.1194
Si	0.3955	1.0654	-2.2115
Si	0.2829	-0.1376	0.8055
Si	-2.3117	1.9815	-1.6554
Si	-0.6861	-1.3935	0.3719
Si	-2.205	-0.7847	0.1254
Si	0.6543	-0.8783	0.549
Si	-0.2438	-2.3745	-0.2028
Si	-0.953	0.8019	-3.0574
Si	-1.0482	0.2074	0.3574
Si	1.3627	-0.7486	0.6376
Si	1.157	-0.894	-0.7222
Si	1.2829	-0.3556	-0.7619
Si	1.6683	-0.2382	0.0526
Si	-1.9509	-0.549	0.6644
Si	0.7072	0.5403	0.7031
Si	0.2591	1.0114	1.4754
Si	-1.1335	1.4497	-1.5673
Si	-0.2595	-0.7377	-2.4889
Si	0.466	0.9509	-0.1865
Si	-1.1314	-3.2812	0.3928
Si	-2.864	-1.0076	0.3019
Si	1.5576	1.8042	-1.257
Si	0.7987	-0.0299	2.1102
Si	-1.6049	-0.5106	0.8055
Si	-1.4722	-3.5746	-3.5157
Si	-1.8124	0.6981	2.7551
Si	1.1465	0.1621	0.9955
Si	1.4271	1.8878	1.4907
Si	2.2898	2.5713	-0.8253
Si	-0.7379	1.0115	-1.1907
Si	-1.3763	-1.0419	0.2106
Si	-1.4094	3.2707	-0.2163
Si	3.6378	4.4868	2.8263
Si	-1.2326	0.1522	-0.0222
Si	0.0256	0.4086	-0.1616
Si	-0.6693	-0.9172	3.0846
Si	-0.3582	-0.2735	2.6217
Si	-1.3849	-3.16	-1.1916
Si	-0.7413	-2.5455	0.5628
Si	2.0427	-1.1491	3.3053
Si	2.9331	-0.5473	0.5161
Si	-0.5795	-0.2325	0.7933
Si	1.174	1.0649	2.2425
Si	-2.0346	1.6991	-1.8215
Si	-0.4905	0.8833	-5.5668
Si	2.7405	0.4631	-1.6458
Si	1.024	-0.0991	0.2859
Si	2.924	0.1717	1.2984
Si	-1.2851	-2.8484	0.8089
Si	-1.9337	-1.1721	1.0666
Si	-0.691	-1.6161	0.2036
Si	-0.976	-1.0592	-0.6369
Si	3.5019	2.2654	4.012
Si	2.7594	-2.3079	-3.2603
Si	1.2931	-3.5512	1.2408
Si	0.4064	-1.5208	-2.6959
Si	0.3348	0.3588	1.6184
Si	-2.9645	-2.6609	-0.9148
Si	-2.938	-0.1749	1.4076
Si	-0.0003	2.2819	0.3872
Si	0.1667	-0.8743	4.5444
Si	-2.1722	2.9557	-1.1447
Si	0.6773	-3.8222	1.5641
O	-1.0742	-0.1895	-0.6542
O	-0.3496	2.7758	-3.361
O	2.1608	-3.1093	1.2978
O	-1.1613	1.9866	-0.3654
O	0.3895	1.002	-0.7094
O	1.9657	0.115	-1.2903
O	1.712	-1.5081	0.3636
O	-2.0589	1.2229	1.5559
O	-0.3828	-0.4364	-0.7574
O	1.0202	-0.4053	0.9901
O	-0.3656	0.0465	-0.033
O	0.8556	0.6045	2.9045
O	-1.1898	-0.3172	0.6155
O	-1.6663	1.0917	0.2484
O	0.1988	0.501	2.2883
O	2.4747	4.0971	-0.7005
O	2.0729	1.0086	-3.3113
O	-0.299	-1.823	0.1676
O	-2.1275	-1.76	-1.7455
O	-0.2948	1.3406	-1.2942
O	0.2003	-0.0645	2.1775
O	2.5126	4.7853	0.8588
O	0.1146	-0.0271	-0.0237
O	3.5503	-1.1372	1.0814
O	-0.2009	2.4704	1.9435
O	0.7207	-2.1337	0.3052
O	-2.9528	-2.7502	-1.2079
O	0.4579	-0.2675	1.1418
O	-0.6136	-0.2802	-1.9681
O	0.6975	1.0307	-0.5642
O	0.8138	0.7932	-0.4858
O	-0.8063	-1.4945	-2.8237
O	1.338	-0.7072	1.0419
O	0.1707	2.6501	2.4401
O	2.5685	-2.5965	-2.1778
O	-2.2057	-0.5418	-1.6085
O	-1.3976	-0.9058	-2.3784
O	-1.7357	0.2941	0.9354
O	0.6125	-2.518	-0.6752
O	0.4327	-0.1647	-0.3245
O	1.401	-1.5944	1.0446
O	1.3537	-0.9993	-0.1202
O	-2.0518	1.0112	1.1254
O	-0.3774	1.4882	-0.8513
O	-2.5942	1.3497	-1.8437
O	-0.4176	0.3108	0.932
O	0.4835	-0.1346	1.3356
O	1.5323	2.0584	3.1844
O	-1.3127	1.2274	-0.7304
O	3.6987	-0.3053	-0.6176
O	-1.248	0.2661	-0.4713
O	0.5806	-0.2023	0.7622
O	0.0231	3.4334	0.4966
O	-0.0934	1.8401	-0.7618
O	1.6906	0.5259	-1.6577
O	-1.6114	-1.2906	0.2334
